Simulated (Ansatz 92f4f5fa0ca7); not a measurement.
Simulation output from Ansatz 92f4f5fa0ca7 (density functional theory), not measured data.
Periodic cell of 184 atoms, Si120O64, from a study of silicon, its oxide and their interface. The atomic structure is a simulated model.
This geometry differs little from another in the collection (a relaxation step or a small displacement).

Settings: functional r2SCAN; potential files Ansatz PAW; basis plane waves; wave-function cutoff 800 eV; density cutoff ratio 5; exchange-correlation grid ratio 1; k mesh 1 x 1 x 1, shifted by 0.5 0.5 0 of a step; self-consistency stop 1e-10 eV per atom in the density residual; occupations fixed; spin none; net charge 0.

Cell vectors (angstrom)
a	10.88	0	0
b	0	10.88	0
c	0	0	27.1591

Atoms and the computed forces on them: element, x, y, z (angstrom), force x, y, z (eV/angstrom)
Si	0.1602	-0.1171	0.0238	-0.0011	-0.0002	0.0022
Si	2.9843	2.3469	0.1535	-0.0004	0.0016	-0.0019
Si	-0.2609	5.7919	-0.0943	0.0036	0.0017	0.0038
Si	2.1985	8.3735	-0.1259	0.0026	0.0005	0.0024
Si	5.2119	0.1285	0.0304	0.0018	-0.005	-0.004
Si	7.9012	2.9152	-0.2234	0.0033	-0.0036	-0.0028
Si	5.6427	5.1146	-0.1471	-0.0028	0.0023	-0.0001
Si	8.305	7.8779	0.1315	0.005	0.0018	-0.0013
Si	1.3596	1.2955	1.4238	-0.0017	0.0002	-0.0003
Si	4.0914	4.0558	1.2699	-0.0013	0.0008	0
Si	1.249	6.8378	1.3538	0.0003	-0.0003	0.0004
Si	3.99	9.3791	1.1558	-0.0006	-0.0005	-0.0007
Si	6.8058	1.3624	1.2279	-0.0001	0.001	0.0014
Si	9.514	4.0539	1.0904	-0.0006	0.0007	-0.0021
Si	6.7502	6.6469	1.3051	-0.0013	0.0014	-0.0013
Si	9.4794	9.538	1.3013	-0.0002	0.0013	0.0018
Si	-0.0401	2.7497	2.5775	0.0017	-0.001	0.0012
Si	2.7302	-0.1252	2.6763	-0.0011	-0.0016	0.0022
Si	-0.0614	8.1935	2.7224	-0.0023	-0.0011	0
Si	2.6971	5.444	2.5811	0.0003	-0.0001	0.0006
Si	5.448	2.6971	2.646	-0.0009	0.0007	0.0028
Si	8.1302	0.0218	2.6186	0.0021	-0.0014	0.0002
Si	5.3843	8.0904	2.5612	0.0009	0.0013	0.0008
Si	8.1749	5.3391	2.623	0.0009	0.0011	0.0012
Si	1.3308	4.0911	3.9425	0.0001	0.0006	-0.0006
Si	4.0805	1.3158	3.9778	-0.0001	-0.0003	0.001
Si	1.3489	9.4889	4.0641	0.0004	0.0017	-0.0005
Si	4.0501	6.7791	3.9664	0.0003	-0.0019	-0.0003
Si	6.8046	4.0357	4.0108	-0.0008	-0.001	0.0012
Si	9.5034	1.3804	3.9602	-0.0014	0.0008	-0.0005
Si	6.7507	9.5003	3.922	-0.0003	-0.0006	-0.0003
Si	9.4716	6.7725	3.9954	0.0001	0.0008	-0.0006
Si	-0.0118	0.0313	5.3344	-0.0002	-0.0005	0.0001
Si	2.6969	2.7144	5.2974	-0.0007	0.0001	0.0002
Si	-0.0039	5.4443	5.3368	0	-0.0007	-0.0002
Si	2.7263	8.1233	5.3736	0.0004	0	0.0003
Si	5.4456	-0.0173	5.3385	-0.0003	-0.0004	0.0004
Si	8.159	2.6982	5.3623	0.0005	-0.0001	0
Si	5.4286	5.441	5.3211	-0.0005	0.0011	0.0001
Si	8.1181	8.1613	5.3192	0.0003	0.0004	-0.0003
Si	1.3446	1.3823	6.6913	-0.0001	0	0.0002
Si	4.0554	4.0858	6.6668	0.0001	0	0
Si	1.3625	6.7783	6.7172	-0.0002	0	-0.0001
Si	4.0866	9.5164	6.6988	-0.0004	0.0005	0.0002
Si	6.8103	1.3384	6.7106	-0.0002	0.0001	0
Si	9.5063	4.0917	6.6882	-0.0005	0.0002	0.0002
Si	6.7678	6.8157	6.6907	-0.0003	-0.0001	0.0004
Si	9.5093	9.5336	6.67	-0.0003	0.0003	0.0001
Si	-0.0196	2.7445	8.0417	-0.0004	0.0004	-0.0002
Si	2.7192	0.0108	8.0265	0	0.0005	0.0003
Si	0.0161	8.1854	8.0239	0.0001	0.0004	0.0002
Si	2.7258	5.4381	8.0846	0.0001	0.0001	-0.0002
Si	5.4378	2.7447	8.0096	-0.0003	-0.0002	0.0001
Si	8.185	0.0014	8.0749	0.0002	-0.0003	0
Si	5.4629	8.199	8.0724	-0.0003	-0.0003	0
Si	8.142	5.4605	8.0346	-0.0001	0.0004	0.0002
Si	1.3166	4.0838	9.4151	0	0	0.0005
Si	4.0881	1.3863	9.3483	0.0001	-0.0005	0.0002
Si	1.3846	9.529	9.4072	0	-0.0002	0.0008
Si	4.1086	6.842	9.4112	-0.0006	0	0.0004
Si	6.7823	4.0976	9.4002	0	0.0002	0.0006
Si	9.5361	1.386	9.4271	-0.0002	0.0003	0
Si	6.839	9.5454	9.4574	0.0001	0.0007	0.0003
Si	9.5035	6.8533	9.3534	-0.0001	-0.0005	0.0006
Si	0.0432	0.0251	10.7627	-0.0009	-0.0012	-0.0004
Si	2.7024	2.6914	10.7046	-0.0012	0.001	-0.0004
Si	-0.0683	5.4949	10.7159	0.001	-0.0004	0.0008
Si	2.7824	8.2088	10.7928	0.0002	0.0008	0.0015
Si	5.4655	0.0924	10.7372	-0.0003	0.0002	0
Si	8.1255	2.7246	10.7732	0.0004	-0.0002	0.0006
Si	5.479	5.5103	10.7717	0.0001	-0.0002	0.0003
Si	8.2374	8.1925	10.8093	-0.0007	0.0004	-0.0008
Si	1.4567	1.2972	12.1403	0.0002	-0.0001	0.0003
Si	4.0049	4.1364	11.97	-0.0001	0.0007	0.0001
Si	1.3206	6.8407	12.0334	0.0001	-0.0011	-0.0003
Si	4.2005	9.6225	12.1311	-0.0002	-0.0014	0.0002
Si	6.7588	1.416	12.1979	0.0005	-0.001	0.0005
Si	9.4269	4.1533	12.0823	-0.0005	-0.0003	-0.0001
Si	6.9062	6.8295	12.1809	-0.0008	-0.0013	-0.0008
Si	9.5842	9.6015	12.1701	0.0022	0.0014	-0.0008
Si	0.0112	2.791	13.2283	0.0005	0.0005	-0.0012
Si	2.8909	-0.0119	13.6324	-0.0003	0.0009	-0.0004
Si	0.1832	8.2754	13.4751	-0.0013	0.0007	0.0001
Si	2.6318	5.4499	13.3533	-0.0005	0.0004	0.0013
Si	5.3433	2.908	13.3983	-0.0003	0	-0.0001
Si	8.1244	0.0161	13.5654	-0.0013	0.0004	-0.0007
Si	5.6098	8.3155	13.4807	-0.0013	0.0015	-0.001
Si	8.183	5.4325	13.6648	0.0007	0.0005	-0.0006
Si	1.4669	3.8482	14.6792	-0.0004	0.0013	-0.0009
Si	3.8737	1.7861	14.8538	0	-0.0021	0.0009
Si	1.9566	9.1201	14.9288	-0.0003	0.0012	-0.0001
Si	4.0746	6.9071	14.4304	-0.0005	0.0001	-0.0012
Si	6.1886	4.6166	14.7978	0.0025	-0.0003	-0.0015
Si	9.6773	1.398	14.5807	-0.0001	-0.0026	0.0016
Si	7.2669	9.1933	15.0563	-0.0042	0.005	0.0033
Si	9.5874	7.0223	14.7357	0.0037	-0.0063	0.0027
Si	-1.8218	4.5644	18.8834	-0.0004	0.0003	0.0001
Si	10.485	0.9082	21.9382	-0.001	-0.0007	0.0002
Si	-2.493	-0.9552	17.6914	-0.0009	-0.001	-0.0002
Si	0.6714	3.4612	22.3687	-0.0002	-0.0009	-0.0008
Si	11.0139	-0.2898	16.5496	-0.0001	0.0008	0.0005
Si	17.9008	-1.2239	25.1145	-0.0024	0.0014	0.0009
Si	14.1288	5.3456	18.0974	0.0004	-0.001	-0.0005
Si	12.8972	-5.0153	20.9211	0.0001	0.0001	-0.0007
Si	-1.9071	4.8211	22.0541	-0.0001	0.0009	-0.0007
Si	10.5304	-3.6171	22.0774	0.0008	-0.0008	0.0017
Si	4.9589	3.1683	17.1154	0.0005	-0.0009	-0.0005
Si	3.8186	-2.8188	22.3664	0.0008	0.0009	0.0007
Si	-1.6167	1.021	24.8945	-0.0012	-0.0001	0.0009
Si	0.4526	5.6114	16.9465	-0.0004	0	-0.0007
Si	6.1973	-1.1581	22.3095	0.0004	0.0001	0.0028
Si	5.9996	4.8694	19.0132	-0.0001	-0.0013	-0.0004
Si	8.9	9.6253	20.6855	0.0003	0.0004	-0.0005
Si	9.3729	1.7438	17.5047	0.0013	-0.0001	0.0004
Si	2.3205	10.7291	22.7975	0.0004	0.0007	0.0011
Si	13.4636	2.0603	24.4557	0.0004	-0.0001	0.001
Si	1.4409	6.4992	24.6821	-0.0006	0.0007	0.0019
Si	4.2787	5.859	24.2004	0.0002	0.0017	-0.0001
Si	5.9658	15.1118	22.0206	0.0013	-0.0015	-0.0014
Si	4.6696	1.5435	22.5564	0.0001	-0.0011	-0.0004
O	-6.7602	-8.6337	-3.2324	-0.0004	0.0007	0.0014
O	-0.3546	0.6775	-1.3088	-0.0002	0.0007	-0.0013
O	2.673	-5.3298	-2.9793	0.0003	-0.0016	0.0004
O	3.1506	-3.9957	-5.6795	0.0001	-0.0009	-0.0004
O	-1.4362	6.8713	-0.4673	-0.0076	-0.0077	-0.0019
O	1.2286	9.6378	-0.4557	-0.0011	0.0011	-0.0041
O	11.7183	-0.0925	-4.9603	0.0001	-0.001	0.0002
O	2.2109	7.6295	-1.5878	-0.0005	-0.001	-0.0022
O	4.1079	1.2648	-0.34	0.001	0	0.0043
O	5.7712	-0.437	-1.3945	0.0003	0.0003	-0.0014
O	4.9112	5.7186	-1.4768	0.001	-0.0011	0.0006
O	8.5119	2.3192	-1.6311	-0.0009	0.001	-0.0004
O	0.5641	7.176	-3.7018	-0.0004	0.0001	0.0006
O	6.7612	4.0194	-0.6554	0.0009	0.0012	0.0048
O	9.703	12.0833	-3.8126	0.0003	0.0004	0.0002
O	7.4498	8.4176	-1.1318	-0.0013	0.0028	0.004
O	9.1965	3.0303	18.4131	0	0.0001	-0.0008
O	-1.7662	2.1333	15.9418	-0.0002	-0.0002	-0.001
O	4.5729	1.7614	16.3779	0.0006	-0.0003	0.0006
O	8.5962	-1.6785	19.1356	0.0011	-0.0009	0.0005
O	3.0644	7.9392	15.2735	0.0005	-0.0007	0.0005
O	9.9215	8.6611	21.5116	0.0004	-0.0011	0.0017
O	8.2725	11.5218	17.9592	-0.0002	0.0009	-0.0001
O	13.4744	5.2267	19.5645	0	-0.0007	0.0002
O	5.6029	14.1946	18.6087	0.0007	0.0009	0.0008
O	5.1329	5.8514	15.1616	-0.0024	-0.0002	-0.0003
O	12.5773	-6.3455	21.7698	0.0004	-0.001	0.0013
O	10.8377	0.3221	15.057	0.001	0.0001	-0.0008
O	8.3243	7.9625	15.153	0.0041	0.003	-0.0032
O	7.1428	9.5433	16.686	-0.0009	-0.0023	0.0018
O	11.5456	4.2767	16.0444	-0.0005	-0.0006	-0.0004
O	13.3991	2.673	15.0735	-0.0002	0.0023	-0.001
O	8.2664	-0.2304	24.9621	0.0001	-0.0012	-0.0004
O	1.9858	6.0978	17.3297	0.0001	0.0005	-0.0009
O	-0.7027	4.1382	22.8964	0.0008	-0.0004	0.0005
O	4.8226	-5.0337	18.3554	-0.0001	0.001	-0.0005
O	-0.5587	-5.5407	18.1993	0.0008	0.0004	0.001
O	1.4501	2.7445	23.5561	-0.0011	-0.0006	0.0005
O	-7.3442	3.9896	17.2415	-0.0008	0.0001	0.001
O	9.2217	4.5671	20.4799	0	-0.0002	0.0002
O	7.5243	-6.6199	22.4998	-0.0003	0.0001	0.0003
O	10.8472	0.9843	17.5697	-0.0006	0.0006	-0.0001
O	9.7656	-1.2674	16.8774	0.0004	0.0005	-0.0012
O	12.3604	9.7046	16.4176	0	-0.0003	0.0004
O	7.5554	5.1611	18.5568	0.0007	0.001	-0.0006
O	6.1677	3.8432	16.2392	-0.0005	0.001	0.0009
O	5.0182	8.8492	21.6178	-0.0008	-0.0011	-0.0006
O	0.4912	5.5706	25.6204	-0.0003	0	-0.0005
O	5.4042	-8.1479	21.7456	0.0008	0.0006	-0.0003
O	9.1682	6.4045	22.316	-0.0004	-0.0007	-0.0001
O	10.5303	-4.2023	16.0348	-0.0016	0.0007	0.0012
O	20.4212	0.2322	20.8168	-0.0007	-0.0001	0.0003
O	2.3367	0.4455	24.3186	0	-0.0008	0.0017
O	2.7301	-1.7017	22.772	-0.0003	-0.0011	-0.0001
O	-7.5339	0.8024	21.9251	-0.0005	-0.0003	-0.0007
O	2.345	2.7696	25.8757	0	-0.0002	0.0007
O	-4.9856	15.9141	20.6175	0.0003	0.0007	0.0002
O	5.7612	11.238	22.6921	-0.0004	-0.0003	-0.0001
O	0.1875	2.2986	21.3394	0.0004	0.0008	0.0001
O	5.0564	4.9138	23.1542	-0.0011	-0.0008	0.0004
O	7.4413	9.6992	21.3275	-0.0015	0.0007	-0.0004
O	6.6327	9.0358	23.6945	0.0002	-0.0008	-0.0013
O	0.6179	6.7005	20.8837	0.0002	-0.0002	-0.0004
O	4.4263	7.3872	23.7005	-0.0001	-0.0003	0.0001

Results
free energy: -113253.603 eV
free energy less fixed offsets of O -570.45, Si -639.56 eV per atom: 2.397 eV

The program warned: the cutoff lies below the one the program advises for these potential files; the forces do not sum to zero within the program's tolerance; empty levels may hold ghost states of the PAW files; the exchange-correlation potential is rough where the density is thin.
